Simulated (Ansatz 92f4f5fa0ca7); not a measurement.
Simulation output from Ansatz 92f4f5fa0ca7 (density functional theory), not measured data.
Periodic cell of 223 atoms, Si133O90, from a study of silicon, its oxide and their interface. The atomic structure is a simulated model.
This geometry differs little from another in the collection (a relaxation step or a small displacement).

Settings
functional: r2SCAN
potential files: Ansatz PAW
basis: plane waves
wave-function cutoff: 800 eV
density cutoff ratio: 5
exchange-correlation grid ratio: 1
k mesh: 1 x 1 x 1, Gamma-centred
self-consistency stop: 5e-08 eV per atom in the density residual
occupations: fixed
spin: none
net charge: 0

Cell vectors (angstrom)
a, 10.938, 0, 0
b, 0, 10.938, 0
c, 0, 0, 32.1988

Atoms: element, x, y, z (angstrom)
Si, 10.6051, 0.2376, 24.838
Si, 5.7453, 10.6828, 24.7176
Si, 2.5013, 2.9222, 24.633
Si, 8.437, 2.4846, 24.8062
Si, 0.2924, 5.1717, 24.746
Si, 5.1614, 5.76, 24.6741
Si, 2.9326, 8.0127, 24.5766
Si, 7.945, 8.4307, 24.7208
Si, 1.35, 1.3799, 26.026
Si, 6.8416, 1.3327, 26.0841
Si, 4.0615, 4.1145, 25.9853
Si, 9.6094, 4.0796, 26.0723
Si, 1.4061, 6.8334, 25.9964
Si, 6.7767, 6.8526, 26.0229
Si, 4.1006, 9.5488, 25.9794
Si, 9.4969, 9.5647, 26.11
Si, 2.7378, -0.005, 27.368
Si, 8.1833, -0.0007, 27.4804
Si, 0.0172, 2.7263, 27.4491
Si, 5.4514, 2.7501, 27.3787
Si, 2.7373, 5.473, 27.4158
Si, 8.1931, 5.4778, 27.3778
Si, 0.0066, 8.19, 27.3854
Si, 5.4472, 8.2142, 27.4213
Si, 4.1018, 1.3673, 28.7805
Si, 9.5708, 1.3673, 28.7805
Si, 1.3673, 4.1018, 28.7805
Si, 6.8362, 4.1018, 28.7805
Si, 4.1018, 6.8362, 28.7805
Si, 9.5708, 6.8362, 28.7805
Si, 1.3673, 9.5708, 28.7805
Si, 6.8362, 9.5708, 28.7805
Si, 0, 0, 30.1478
Si, 5.469, 0, 30.1478
Si, 2.7345, 2.7345, 30.1478
Si, 8.2035, 2.7345, 30.1478
Si, 0, 5.469, 30.1478
Si, 5.469, 5.469, 30.1478
Si, 2.7345, 8.2035, 30.1478
Si, 8.2035, 8.2035, 30.1478
Si, 1.3673, 1.3673, 31.515
Si, 6.8362, 1.3673, 31.515
Si, 4.1018, 4.1018, 31.515
Si, 9.5708, 4.1018, 31.515
Si, 1.3673, 6.8362, 31.515
Si, 6.8362, 6.8362, 31.515
Si, 4.1018, 9.5708, 31.515
Si, 9.5708, 9.5708, 31.515
Si, 2.7345, 0, 0.6835
Si, 8.2035, 0, 0.6835
Si, 0, 2.7345, 0.6835
Si, 5.469, 2.7345, 0.6835
Si, 2.7345, 5.469, 0.6835
Si, 8.2035, 5.469, 0.6835
Si, 0, 8.2035, 0.6835
Si, 5.469, 8.2035, 0.6835
Si, 4.1018, 1.3673, 2.0507
Si, 9.5708, 1.3673, 2.0507
Si, 1.3673, 4.1018, 2.0507
Si, 6.8362, 4.1018, 2.0507
Si, 4.1018, 6.8362, 2.0507
Si, 9.5708, 6.8362, 2.0507
Si, 1.3673, 9.5708, 2.0507
Si, 6.8362, 9.5708, 2.0507
Si, 0, 0, 3.418
Si, 5.469, 0, 3.418
Si, 2.7345, 2.7345, 3.418
Si, 8.2035, 2.7345, 3.418
Si, 0, 5.469, 3.418
Si, 5.469, 5.469, 3.418
Si, 2.7345, 8.2035, 3.418
Si, 8.2035, 8.2035, 3.418
Si, 1.3787, 1.3725, 4.6991
Si, 6.8364, 1.3535, 4.8692
Si, 4.1391, 4.0789, 4.8028
Si, 9.5656, 4.0932, 4.7676
Si, 1.3965, 6.8271, 4.8075
Si, 6.8142, 6.8734, 4.7571
Si, 4.1227, 9.5695, 4.8255
Si, 9.5521, 9.5581, 4.7929
Si, 2.754, 0.0872, 6.0909
Si, 8.1912, -0.0562, 6.2585
Si, 0.0085, 2.6857, 6.0601
Si, 5.4743, 2.7308, 6.2831
Si, 2.809, 5.4811, 6.1763
Si, 8.1676, 5.4762, 6.0668
Si, 0.0059, 8.1929, 6.1496
Si, 5.5176, 8.2258, 6.2408
Si, 3.8351, 1.5843, 7.6073
Si, 9.8202, 1.1435, 7.4526
Si, 1.6269, 3.8027, 7.3092
Si, 6.6341, 4.4208, 7.4995
Si, 4.3952, 6.6405, 7.5595
Si, 9.3658, 6.9546, 7.4105
Si, 1.1264, 9.9159, 7.3107
Si, 7.1635, 9.2213, 7.6841
O, 8.3077, 8.0827, 7.9013
O, 2.7048, 2.7311, 7.9194
O, 9.5306, 1.3636, 24.2916
O, 4.0568, 6.875, 24.1339
O, 0.016, 0.0376, 7.9236
O, 5.5146, 5.52, 8.0264
O, 6.8577, 9.5676, 24.216
O, 1.3826, 4.0574, 24.191
O, 3.8305, 7.4055, 8.922
O, 0.8319, 4.3903, 8.5902
O, 9.8458, 6.1818, 8.7799
O, 2.0436, 9.3628, 8.5321
O, 7.4723, 3.903, 8.8111
O, 4.2704, 0.9768, 9.0777
O, 6.7556, 9.5346, 9.2381
O, 9.1754, 1.8515, 8.7824
O, 7.7404, 3.18, 23.5067
O, 10.5349, 5.8649, 23.4488
O, 5.1068, 0.4366, 23.3853
O, 5.8735, 5.0862, 23.3646
O, 3.1526, 2.2234, 23.285
O, 2.2611, 8.7166, 23.2283
O, 8.6166, 7.7201, 23.4038
O, 0.2549, 10.3849, 23.5559
Si, 4.4214, 1.5835, 22.4709
Si, 3.4886, 7.9463, 14.0217
Si, 7.0966, 0.9649, 14.656
Si, 0.9284, 9.3667, 22.5137
Si, 1.1646, 4.2864, 11.8758
Si, 6.259, 8.9771, 15.3056
Si, 0.6523, 1.3649, 12.2993
Si, 8.6283, 4.9598, 20.4972
Si, 0.334, 5.7028, 9.3589
Si, 5.0902, 3.1246, 17.9087
Si, 0.8531, 3.755, 16.704
Si, 10.3736, 2.837, 19.1817
Si, 5.2805, 1.1996, 10.349
Si, 0.8746, 0.1762, 19.8279
Si, 6.6377, 9.4657, 10.8663
Si, 9.3318, 9.6875, 18.2883
Si, 9.3683, 9.2571, 12.5831
Si, 6.5964, 3.8612, 22.5888
Si, 2.4194, 8.0676, 9.3983
Si, 10.5752, 7.3805, 17.03
Si, 2.4972, 6.2964, 16.5404
Si, 10.1417, 4.4932, 14.1654
Si, 6.129, 9.1981, 18.48
Si, 7.9536, 2.5608, 9.5748
Si, 8.8581, 2.1424, 12.4515
Si, 5.3325, 6.2483, 18.015
Si, 3.9387, 0.5769, 19.4694
Si, 4.2668, 3.838, 12.0578
Si, 5.5275, 6.6232, 12.143
Si, 8.0026, 2.5152, 17.1926
Si, 4.3393, 2.4624, 14.9528
Si, 1.5178, 1.2241, 15.2322
Si, 1.5474, 9.4121, 12.0577
Si, 8.0348, 6.8658, 13.875
Si, 10.3523, 9.8618, 15.4671
Si, 9.8104, 7.0047, 22.5648
Si, 8.1203, 5.4991, 17.4108
O, 6.0294, 7.9787, 11.3017
O, 6.0137, 9.2203, 16.8734
O, 7.6709, 1.37, 13.2025
O, 0.8788, 1.7525, 13.8521
O, 9.4254, 6.2638, 16.8622
O, 6.7462, 6.2549, 13.1327
O, 5.1346, 4.6647, 18.5392
O, 9.2034, 2.152, 18.2416
O, 2.3782, 0.1365, 19.1235
O, 9.4002, 10.2494, 16.7444
O, 2.769, 4.3947, 11.7382
O, 5.0641, 10.3345, 19.0817
O, 9.3948, 3.2531, 13.47
O, 0.4143, 1.7503, 19.9008
O, 3.1229, 1.3705, 15.0379
O, 8.1805, 5.4152, 19.0203
O, 3.8865, 6.5657, 17.34
O, 4.5384, 3.2483, 16.3712
O, 9.0368, 5.67, 14.2912
O, 5.4893, 2.7623, 22.1757
O, 10.653, 4.153, 15.6471
O, 0.2973, 3.8426, 18.2245
O, 10.4451, 10.4968, 19.1643
O, 9.6119, 10.0433, 14.024
O, 10.8727, 8.1453, 22.1331
O, 1.1803, 2.1896, 16.477
O, 9.7025, 3.7492, 20.3462
O, 8.1561, 4.0466, 16.7126
O, -0.0594, 9.1106, 11.9522
O, 6.5717, 2.4452, 17.9478
O, 5.5874, 10.7281, 11.1636
O, 7.7433, 9.5879, 18.7888
O, 10.0114, 1.0396, 12.0836
O, 1.326, 6.9348, 9.1141
O, 0.5766, 4.745, 13.3202
O, 5.6836, 7.6369, 18.9042
O, 5.2007, 5.1051, 11.564
O, 2.7239, 7.0009, 15.0996
O, 0.8927, 2.7307, 11.4773
O, 0.817, 10.7165, 15.5182
O, 2.3632, 8.5955, 10.919
O, 4.7171, 2.4521, 11.2684
O, 4.2474, 3.4802, 13.6701
O, 2.1518, 4.7045, 16.4601
O, 10.6669, 8.2828, 15.6769
O, 6.9112, 10.3064, 14.6747
O, 2.346, 8.9571, 13.4152
O, 8.0019, 1.5531, 15.8817
O, 4.1259, 7.0288, 12.852
O, 4.2042, 2.0105, 18.7133
O, 7.3117, 4.4321, 21.2674
O, 8.3998, 2.8857, 11.0923
O, 1.1624, 6.8851, 17.2839
O, 5.6358, 1.5712, 14.7577
O, 8.1091, 9.749, 11.6058
O, 9.232, 6.2511, 21.2615
O, 8.9373, 7.7442, 12.8917
O, 1.6039, 0.1088, 11.9036
O, 6.6606, 6.1464, 17.0613
O, 7.3815, 7.8187, 15.0337
O, 1.1684, 10.278, 21.1968
O, 10.0126, 8.2172, 18.2876
O, 3.9988, 0.8926, 21.0704
O, 0.3426, 5.2893, 10.9055
O, 6.691, 1.5706, 9.6491
O, 4.7822, 8.6989, 14.6719

Results
free energy: -136402.820 eV
free energy less fixed offsets of O -570.45, Si -639.56 eV per atom: -0.840 eV

Forces (eV/angstrom), in the order of the atoms: element, x, y, z
Si, 0.0014, -0.0015, 0.0137
Si, 0.0021, -0.0028, 0.0073
Si, 0.0012, 0.001, 0.0097
Si, 0.0022, -0.0008, 0.0069
Si, 0.0033, -0.0003, 0.0068
Si, -0.0022, 0.0017, 0.0099
Si, 0.0016, -0.0037, 0.0086
Si, -0.0011, -0.0003, 0.0089
Si, -0.0034, 0.0017, -0.0029
Si, 0.0002, -0.0023, -0.0013
Si, -0.0033, 0.0028, -0.003
Si, 0.0018, -0.0013, -0.0017
Si, 0.0008, -0.0015, -0.0018
Si, -0.0019, 0.0022, -0.0027
Si, 0.0018, -0.0016, -0.0014
Si, -0.0024, 0.0025, -0.0026
Si, 0, -0.0003, -0.0013
Si, 0.0006, 0, -0.0038
Si, 0.0009, 0.0007, -0.0024
Si, -0.0002, -0.0003, -0.0015
Si, 0.0004, 0.0001, -0.0041
Si, -0.0005, -0.0001, -0.0014
Si, 0.0004, -0.0006, -0.002
Si, -0.0005, 0, -0.0025
Si, -0.0582, 0.0043, -0.309
Si, 0.0891, -0.0049, 0.3276
Si, 0.0657, 0.1154, 0.1824
Si, -0.0252, 0.037, -0.283
Si, 0.0088, -0.0277, 0.1157
Si, -0.0201, -0.0465, -0.2391
Si, 0.05, -0.0111, -0.3057
Si, -0.2879, -0.0985, 0.3652
Si, -0.0399, 0.0199, -0.0121
Si, 0.0296, -0.0523, 0.004
Si, -0.0106, 0.032, -0.0182
Si, 0.0318, -0.0191, -0.0181
Si, 0.0106, -0.049, -0.0162
Si, -0.0075, 0.0321, -0.0153
Si, -0.0107, -0.0353, -0.0172
Si, -0.0239, 0.0053, -0.0199
Si, 0.0072, -0.0138, -0.0124
Si, -0.0062, 0.0217, -0.0175
Si, 0.0165, -0.0272, -0.0052
Si, -0.0143, 0.0316, -0.0187
Si, -0.0249, 0.0248, -0.0267
Si, 0.0272, -0.0227, -0.0057
Si, -0.0357, 0.0255, -0.0171
Si, 0.02, -0.0045, -0.0064
Si, 0.0036, -0.014, 0.0272
Si, -0.0163, 0.0116, 0.0001
Si, -0.0093, 0.0014, 0.0216
Si, 0.0183, -0.0095, 0.0213
Si, -0.057, 0.0369, -0.0106
Si, 0.0371, -0.041, 0.0257
Si, 0.0343, -0.0429, 0.013
Si, 0.0035, 0.0151, 0.0201
Si, -0.0063, 0.0506, 0.0251
Si, -0.0275, -0.0529, 0.0128
Si, 0.0941, 0.0433, -0.0093
Si, -0.0222, 0.028, 0.0263
Si, -0.0324, -0.0581, 0.0045
Si, 0.0013, 0.0454, 0.0283
Si, -0.0812, 0.0022, 0.0178
Si, 0.0832, 0.0172, 0.0048
Si, -0.161, -0.2689, -0.195
Si, 0.1159, 0.0457, 0.3799
Si, 0.2304, 0.3337, -0.3284
Si, -0.1723, -0.259, 0.2273
Si, 0.126, 0.0403, 0.1264
Si, -0.0226, -0.0373, -0.0603
Si, 0.1594, 0.0248, 0.2381
Si, -0.0436, 0.1273, -0.2388
Si, -0.0027, 0.0007, 0.0005
Si, 0.0005, 0.0003, 0.0019
Si, -0.0007, 0.0005, 0.0036
Si, 0.0009, -0.0013, 0.0017
Si, -0.0002, 0.0004, 0.0019
Si, -0.0029, -0.0003, 0.001
Si, -0.0003, -0.0005, 0.0006
Si, 0.0018, 0.0027, 0.0033
Si, -0.0011, 0.0002, 0.0027
Si, 0.0018, -0.0014, 0.0051
Si, 0.0011, -0.0017, 0.0045
Si, -0.0022, 0.001, 0.0045
Si, -0.0002, -0.0036, 0.0064
Si, 0.0004, 0.0009, 0.0021
Si, -0.0009, 0.001, 0.0039
Si, 0.0024, -0.0002, 0.0048
Si, 0.0019, 0.002, -0.0069
Si, 0.0028, -0.0013, -0.0112
Si, 0.0009, -0.0007, -0.0107
Si, 0.0003, -0.0074, -0.0035
Si, -0.0051, 0.0018, -0.0081
Si, 0.013, -0.0078, -0.0075
Si, -0.0048, 0.0018, -0.0065
Si, -0.0088, 0.0123, -0.0154
O, -0.0048, 0.0021, 0.0023
O, 0.0033, 0.004, 0.0029
O, -0.0003, 0.0023, -0.0026
O, -0.0004, -0.0006, -0.0066
O, -0.0003, -0.0046, 0.006
O, 0.0007, -0.0007, 0.0015
O, -0.0001, 0.0031, -0.0036
O, -0.0019, 0.0005, -0.004
O, -0.0009, -0.0001, 0.0014
O, -0.0029, -0.0005, 0.0016
O, -0.0015, 0.0017, 0.0025
O, 0.0003, -0.0003, 0
O, -0.0005, 0.0004, 0.0008
O, 0.0008, -0.0008, 0.0032
O, -0.0007, 0.0001, 0.0102
O, -0.003, 0.0018, 0.0032
O, -0.0012, -0.0005, -0.0004
O, -0.0021, 0.0018, -0.0018
O, -0.001, 0.0022, -0.0023
O, 0.002, -0.0025, -0.0038
O, 0.0021, -0.0013, -0.0034
O, -0.0025, 0.0025, -0.0015
O, 0.0024, -0.0008, -0.0037
O, 0.0004, 0.0011, -0.0074
Si, -0.0009, 0.0004, 0.0025
Si, -0.0006, 0.0005, -0.0005
Si, -0.002, -0.0004, 0.0005
Si, 0.0017, -0.0015, 0.0017
Si, -0.0058, 0.0015, -0.0014
Si, -0.0001, -0.0001, -0.0002
Si, -0.0012, 0.0004, 0.0002
Si, 0, 0.0021, 0.0009
Si, 0.0004, -0.0009, 0.0003
Si, -0.0018, -0.0003, 0.0006
Si, 0.0001, -0.0003, 0.0003
Si, -0.0005, 0.0003, 0.0016
Si, -0.001, -0.0007, -0.0017
Si, -0.0002, 0.0006, 0.0014
Si, -0.0008, 0.0005, -0.0034
Si, 0.0005, 0.0005, 0.0013
Si, -0.0008, -0.0004, -0.0006
Si, -0.0024, 0.0015, 0.001
Si, 0.0014, -0.0004, 0.0004
Si, -0.001, 0.0008, 0.0008
Si, 0.0007, 0.001, 0.0001
Si, -0.0007, 0, -0.0006
Si, -0.0006, 0.001, 0.0011
Si, 0.0005, 0.0001, -0.0007
Si, -0.0014, 0.0006, -0.001
Si, 0.0001, 0, 0.0009
Si, -0.0007, 0.0002, 0.0021
Si, -0.0007, -0.0001, -0.0004
Si, 0.0002, 0, -0.0001
Si, -0.0009, 0.0013, 0.0003
Si, 0.0005, -0.0003, -0.0002
Si, -0.0014, 0, 0
Si, -0.0007, -0.0016, -0.0007
Si, -0.0011, -0.0005, -0.0007
Si, 0.0002, 0.0007, -0.0001
Si, -0.0004, 0, 0.0026
Si, -0.0007, 0.0001, 0.0008
O, -0.0005, 0, 0.0006
O, 0.0003, -0.0006, 0.0001
O, 0.0002, -0.0009, 0.0003
O, -0.0004, -0.0008, 0.0001
O, -0.0008, 0.0002, 0.0005
O, -0.0002, 0.0009, 0
O, -0.0006, -0.0001, -0.001
O, 0.0001, 0.0008, -0.0005
O, 0.0002, 0.0009, 0.0004
O, -0.0001, -0.0001, -0.0007
O, -0.0034, -0.0008, 0.0003
O, -0.0002, 0, 0
O, 0.0004, 0.0008, 0.0004
O, -0.0012, -0.0002, -0.0012
O, -0.001, 0.0009, 0.0012
O, 0.0002, -0.0006, -0.0004
O, -0.0013, -0.0005, -0.0005
O, 0.0014, -0.0001, 0.001
O, -0.0004, 0.0003, 0.0004
O, 0.0005, 0, 0.0001
O, 0.001, 0.0006, 0.0002
O, -0.0007, -0.0008, -0.001
O, -0.0008, -0.0002, -0.0008
O, -0.001, -0.0002, 0.0006
O, 0.0006, -0.0011, 0.0009
O, -0.0002, 0.0008, -0.0007
O, -0.0017, 0.0008, -0.0013
O, -0.0014, -0.0011, 0.0015
O, -0.001, 0.001, 0.0008
O, 0.0003, 0.001, -0.0016
O, -0.0003, 0.0004, 0.0008
O, -0.0005, -0.0005, -0.0016
O, 0.0006, 0.0009, 0.0008
O, 0.0002, 0.0015, 0.0003
O, -0.0012, -0.0008, 0.0003
O, -0.0011, 0.0003, -0.0013
O, 0.0005, 0.0003, 0.0007
O, 0.0003, -0.0002, 0.001
O, 0.0007, 0.0002, 0.0005
O, -0.0009, 0.0002, -0.0003
O, -0.0003, 0.0003, 0.0006
O, -0.0002, 0.0016, 0.0012
O, -0.0009, -0.0004, 0.0003
O, -0.0023, 0.0007, 0.0002
O, -0.0001, 0.0005, 0.0005
O, -0.0003, -0.0002, 0.0006
O, -0.0001, -0.0003, 0.0003
O, -0.0012, -0.0002, -0.0001
O, -0.0003, 0.0004, 0.0003
O, 0.0008, 0.0007, -0.0014
O, 0.0007, 0.0003, -0.0005
O, 0.0004, -0.0007, 0.002
O, -0.0002, 0.0005, -0.0008
O, -0.0008, 0.0007, -0.0013
O, 0.0002, -0.0002, 0.0009
O, -0.0009, -0.0025, -0.0016
O, -0.0003, 0.0007, 0.0009
O, -0.0017, -0.0007, 0.0009
O, 0, 0.0002, 0.001
O, -0.0001, 0.0004, 0.0003
O, 0.0003, 0.0003, -0.0011
O, -0.0001, 0.0004, -0.0014
O, 0.0006, -0.0005, -0.0021
O, 0.0012, -0.001, 0.0024
O, -0.0005, 0.0011, 0.0014
O, -0.0006, 0.0001, 0.0007

The program warned: the cutoff lies below the one the program advises for these potential files; the forces do not sum to zero within the program's tolerance; empty levels may hold ghost states of the PAW files; the exchange-correlation potential is rough where the density is thin.
